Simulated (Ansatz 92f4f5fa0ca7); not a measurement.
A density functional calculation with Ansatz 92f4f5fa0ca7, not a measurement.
Periodic cell of 216 atoms, Si120O64H32, with a vacuum gap, from a study of silicon, its oxide and their interface. The atomic structure is a simulated model.

Settings
functional: r2SCAN
potential files: Ansatz PAW
basis: plane waves
wave-function cutoff: 800 eV
density cutoff ratio: 5
exchange-correlation grid ratio: 1
k mesh: 1 x 1 x 1, shifted by 0.5 0.5 0 of a step
self-consistency stop: 1e-11 eV per atom in the density residual
occupations: fixed
spin: none
net charge: 0
applied field: sawtooth along c, amplitude +0.015 V/angstrom in the program's sign convention, ramp centred at 0.9872 of c and 0.0256 of c wide, no dipole correction

Cell vectors (angstrom)
a, 10.88, 0, 0
b, 0, 10.88, 0
c, 0, 0, 39.0897

Atoms and the computed forces on them: element, x, y, z (angstrom), force x, y, z (eV/angstrom)
Si, -0.1585, 0.3484, 25.4934, -0.006, 0.0112, 0.04
Si, 2.5197, 2.8412, 25.6238, -0.0093, -0.0046, 0.0288
Si, 0.4588, 5.1314, 25.5904, -0.0015, -0.0056, 0.024
Si, 2.968, 7.7406, 25.5458, 0.0082, -0.0074, 0.029
Si, 5.6966, -0.3618, 25.3429, 0.0133, -0.0061, 0.0299
Si, 8.4698, 2.5265, 25.4256, 0.0085, -0.0109, 0.0315
Si, 5.3044, 5.6621, 25.3148, -0.004, 0.0089, 0.037
Si, 8.0464, 8.4055, 25.1094, -0.0069, 0.0136, 0.0449
Si, 1.349, 1.3643, 26.9458, -0.0053, 0.0052, -0.0204
Si, 4.1867, 4.0678, 26.7085, -0.0083, 0.0089, -0.0185
Si, 1.5238, 6.6445, 26.9966, 0.009, -0.0064, -0.0238
Si, 4.112, 9.4417, 26.6922, -0.0017, -0.0013, -0.0143
Si, 6.8432, 1.2924, 26.6221, 0.0049, -0.0007, -0.0136
Si, 9.6046, 4.0677, 26.7598, 0.0055, -0.0093, -0.0116
Si, 6.9176, 6.8247, 26.5556, -0.0039, -0.004, -0.0103
Si, 9.5914, 9.4814, 26.5839, -0.0014, 0.0033, -0.0161
Si, 0.0035, 2.7385, 28.242, 0.0088, -0.0028, -0.0011
Si, 2.7736, -0.0703, 28.0989, 0, 0.0045, 0.012
Si, 0.0394, 8.1292, 28.0429, -0.0026, -0.0021, 0.0122
Si, 2.8798, 5.307, 28.2675, -0.0053, 0.0015, -0.0071
Si, 5.5127, 2.6594, 28.021, -0.0034, -0.0037, 0.0125
Si, 8.2081, -0.0595, 28.0192, 0.0095, -0.0036, 0.0033
Si, 5.5199, 8.1061, 28.0363, 0.0017, -0.0072, 0.0082
Si, 8.1997, 5.4577, 28.012, 0.0074, -0.001, 0.01
Si, 1.4113, 4.0396, 29.5683, -0.0055, 0.0034, 0.0091
Si, 4.1244, 1.3394, 29.4188, -0.0248, 0.0057, 0.0219
Si, 1.3836, 9.4739, 29.4387, 0.0055, -0.0041, 0.0169
Si, 4.1943, 6.7793, 29.483, -0.0339, -0.0047, 0.0209
Si, 6.8454, 4.0598, 29.3817, 0.0122, 0.0078, 0.0221
Si, 9.5011, 1.3108, 29.4608, 0.013, 0.0169, 0.0156
Si, 6.834, 9.4977, 29.4026, 0.0049, 0.0088, 0.0278
Si, 9.5423, 6.7982, 29.4172, 0.0007, -0.0009, 0.0201
Si, 0.0129, -0.035, 30.7914, 0.0028, -0.024, 0.1843
Si, 2.7622, 2.6559, 30.8515, 0.0285, -0.0211, 0.1676
Si, 0.0177, 5.4493, 30.8205, -0.0092, 0.0019, 0.1747
Si, 2.7573, 8.1243, 30.7978, -0.002, 0.0187, 0.1759
Si, 5.4745, -0.0202, 30.7753, 0.0004, -0.0077, 0.183
Si, 8.1607, 2.7014, 30.7964, -0.0034, -0.0024, 0.1839
Si, 5.5097, 5.4028, 30.8069, 0.0374, -0.0333, 0.2015
Si, 8.1721, 8.149, 30.7851, 0.044, -0.0381, 0.1851
Si, 1.3486, 1.3226, 32.1663, 0.2132, -0.0769, 0.4085
Si, 4.0977, 4.0898, 32.1596, 0.1323, -0.2863, 0.3351
Si, 1.3771, 6.7978, 32.1787, -0.0025, -0.011, 0.307
Si, 4.0887, 9.5261, 32.1405, 0.0381, -0.1126, 0.2418
Si, 6.792, 1.3533, 32.1612, 0.0472, 0.0463, 0.2402
Si, 9.5223, 4.071, 32.1557, 0.0422, -0.0192, 0.2318
Si, 6.8245, 6.7892, 32.1593, 0.1466, -0.1091, 0.3411
Si, 9.5164, 9.5106, 32.1562, 0.0901, -0.0973, 0.2596
Si, -0.0035, 2.7072, 6.9329, -0.0476, 0.0377, -0.2112
Si, 2.6974, -0.024, 6.9218, -0.1263, 0.1963, -0.3849
Si, -0.0176, 8.1459, 6.9241, -0.0712, -0.0003, -0.3488
Si, 2.7214, 5.4314, 6.9619, -0.0839, 0.0994, -0.1065
Si, 5.4297, 2.7293, 6.9143, -0.137, 0.1309, -0.4533
Si, 8.1652, 0.0054, 6.9432, -0.0583, 0.0092, -0.148
Si, 5.4339, 8.1551, 6.9108, -0.0502, 0.098, -0.2608
Si, 8.161, 5.4351, 6.9311, -0.1377, 0.0721, -0.352
Si, 1.3407, 4.0592, 8.3136, -0.0137, 0.0278, -0.1832
Si, 4.0073, 1.4164, 8.2305, -0.0118, -0.0019, -0.1942
Si, 1.3081, 9.5202, 8.2732, -0.0242, 0.0309, -0.1927
Si, 4.0502, 6.8525, 8.3075, -0.0108, -0.0145, -0.1757
Si, 6.7722, 4.0951, 8.2737, -0.0128, 0.0298, -0.1792
Si, 9.4987, 1.3936, 8.3252, -0.0032, 0.0036, -0.1809
Si, 6.798, 9.4996, 8.2772, 0.0048, 0.0091, -0.1623
Si, 9.517, 6.779, 8.2932, -0.0223, 0.0252, -0.1822
Si, -0.0118, 0.0099, 9.6563, -0.0155, -0.0163, -0.0159
Si, 2.6759, 2.7109, 9.7089, 0.0109, 0.0014, -0.0294
Si, -0.0424, 5.3998, 9.6663, -0.0086, -0.0135, -0.0143
Si, 2.6188, 8.1863, 9.6676, 0.0259, 0.0041, -0.0237
Si, 5.3795, 0.0544, 9.4892, 0.014, -0.0057, -0.0032
Si, 8.1325, 2.7942, 9.6758, -0.0085, -0.0172, -0.0304
Si, 5.4144, 5.4654, 9.6199, 0.0136, 0.002, -0.0136
Si, 8.1667, 8.1312, 9.663, -0.0058, -0.0008, -0.0166
Si, 1.3039, 1.3334, 11.0983, 0.0085, -0.0067, -0.0062
Si, 4.0063, 4.1797, 10.9931, 0.0105, -0.0031, -0.0086
Si, 1.254, 6.7734, 11.033, -0.0121, 0.0079, -0.0003
Si, 3.9663, 9.7051, 10.8554, 0.0058, 0.0062, 0.0037
Si, 6.6706, 1.4108, 10.8624, -0.009, -0.0101, 0.0007
Si, 9.4916, 4.1123, 11.13, -0.008, 0.0209, 0.0023
Si, 6.8157, 6.7375, 11.0054, 0.0006, -0.0054, -0.0071
Si, 9.509, 9.5372, 11.0067, 0.0043, -0.0041, -0.0035
Si, -0.1141, 2.6292, 12.485, -0.0006, -0.0058, 0.0101
Si, 2.7328, 0.0531, 12.5023, -0.0001, -0.0048, 0.0096
Si, -0.0435, 8.1557, 12.4374, 0.0009, 0.0107, 0.0217
Si, 2.576, 5.4275, 12.4433, 0.0061, -0.0059, 0.0095
Si, 5.3963, 2.8072, 12.2588, -0.0036, -0.0011, 0.0211
Si, 8.0026, 0.0446, 12.1709, -0.005, -0.002, 0.0161
Si, 5.3101, 8.2401, 11.9647, -0.0028, 0.0045, 0.0227
Si, 8.1726, 5.4722, 12.5964, -0.0059, -0.0016, 0.0157
Si, 1.3685, 3.8543, 13.8241, -0.0053, 0.0023, 0.0241
Si, 3.8214, 1.837, 13.6799, 0.0171, 0.0072, 0.0149
Si, 1.6535, 9.1815, 13.6886, -0.0059, 0.0052, 0.0195
Si, 3.9156, 7.1009, 13.3783, 0.0172, 0.0108, 0.0065
Si, 7.0029, 3.7367, 13.7181, -0.011, 0.0001, 0.0178
Si, 9.0955, 1.4014, 13.6888, -0.001, -0.014, 0.01
Si, 6.7579, 9.3743, 13.3537, -0.0122, 0.0033, 0.0149
Si, 9.153, 7.2896, 13.9328, -0.0067, 0.0096, 0.0175
Si, 1.7401, 1.6315, 17.1297, -0.002, 0.0006, 0.0611
Si, -6.604, 14.5623, 18.5899, 0.0034, -0.0031, 0.0586
Si, 0.3002, 10.8048, 22.5692, -0.0047, -0.0042, 0.0712
Si, 5.8308, 5.7929, 15.5162, 0.0018, 0.0068, 0.0529
Si, 2.1373, 6.0314, 18.3752, 0.007, 0.0042, 0.0576
Si, 7.1208, 2.5594, 20.5522, -0.0045, 0.0038, 0.0617
Si, -1.0486, 1.5159, 20.6885, -0.0024, -0.0113, 0.0563
Si, 0.2351, -0.2652, 18.7078, 0.0017, -0.0034, 0.0699
Si, -2.6892, 18.4656, 16.6987, -0.0055, 0.0007, 0.0774
Si, 10.8106, -0.1573, 15.7602, 0.0069, 0.0089, 0.0693
Si, 4.408, 7.3343, 17.4231, -0.0043, 0.0017, 0.0585
Si, 9.5468, 8.3251, 22.3043, 0.0037, 0.0016, 0.0792
Si, 8.525, 6.7153, 19.7683, 0.0003, 0.0055, 0.0658
Si, -5.3291, 6.0219, 19.8706, -0.0071, -0.0078, 0.0517
Si, 4.319, 1.5522, 23.5281, -0.001, -0.0018, 0.0704
Si, -1.5476, 14.7558, 19.0453, -0.0125, -0.0047, 0.0558
Si, -4.8117, -1.1658, 16.2928, -0.0073, -0.0066, 0.05
Si, 2.9218, -4.1017, 21.0947, -0.0094, 0.0076, 0.0678
Si, 4.708, 12.3315, 16.5939, -0.0088, 0.0067, 0.0871
Si, 4.2602, 1.3746, 20.4258, 0.0018, -0.0064, 0.0612
Si, 2.4123, 9.7798, 20.5182, -0.0007, 0.0045, 0.052
Si, 6.5504, 3.6896, 23.3592, 0.0032, 0.0088, 0.0892
Si, 1.1546, 6.9895, 23.3806, -0.0074, -0.0039, 0.067
Si, 0.4273, 15.1655, 16.7917, -0.0062, 0.0008, 0.0909
O, 0.6385, -0.0776, 24.1395, 0.0035, -0.0098, -0.0432
O, -15.8917, 1.5828, 20.1773, -0.0006, -0.0033, -0.0268
O, 3.0066, 1.9632, 24.3453, 0.0178, -0.0093, -0.0324
O, 1.4462, 3.9367, 25.0708, 0.008, 0.0071, -0.0077
O, 0.2018, 5.9841, 24.2187, 0.0041, 0.0184, -0.0346
O, -2.2459, 7.9621, 23.6204, 0.0139, -0.0031, -0.0338
O, 0.1516, 7.7087, 22.3748, -0.005, 0.0092, -0.0291
O, 1.9332, 8.0766, 24.3117, -0.0075, 0.001, -0.0268
O, 4.8939, 0.1173, 23.9942, -0.0065, 0.0074, -0.0135
O, 3.948, 1.592, 21.9813, -0.0063, -0.0046, -0.0506
O, 7.9513, 3.3118, 24.0807, -0.0126, 0.007, -0.024
O, 9.5727, 1.4053, 24.9748, 0.0089, 0.0038, -0.0228
O, 4.1395, 6.7537, 24.9258, -0.0048, -0.0092, -0.0146
O, 5.989, 5.1122, 23.9136, 0.0093, -0.0097, -0.0236
O, 6.8479, 9.4851, 24.8021, -0.0017, -0.0033, -0.0159
O, 1.1176, 1.0626, 18.4853, 0.0098, 0.0135, -0.0377
O, 4.4096, 6.1363, 21.0104, 0.0078, -0.0024, -0.0273
O, 3.1606, 4.7938, 18.32, -0.0067, 0.0053, -0.02
O, 0.5169, 4.392, 15.1578, 0.0189, -0.0089, -0.0611
O, 0.8123, 9.5934, 15.028, 0.0092, -0.0079, -0.0424
O, -1.4582, 16.2417, 19.6949, 0.0005, -0.0063, -0.0172
O, 2.8457, 8.1211, 14.1386, -0.0007, -0.0137, -0.0116
O, 4.7518, 12.4557, 14.9915, -0.0124, -0.001, -0.0397
O, 0.8318, 5.6813, 17.5057, -0.0092, -0.0061, -0.0315
O, 8.0464, 2.5591, 14.2319, 0.0081, -0.0017, -0.0174
O, 9.5254, 0.3621, 14.9121, -0.0178, 0.0194, -0.0352
O, -1.4772, 7.3613, 15.5937, 0.0097, -0.01, -0.0504
O, 6.026, 9.9422, 14.6945, 0.0052, 0.0026, -0.0408
O, 1.5845, 3.2172, 17.1607, -0.0028, 0.0098, -0.0149
O, 7.8952, 8.3149, 13.8329, 0.0047, -0.002, -0.016
O, 7.5041, 9.0691, 16.6933, -0.0004, 0.0016, -0.0205
O, 5.7604, 0.2741, 16.996, 0.0001, -0.0033, -0.0137
O, 0.8575, 1.1588, 15.8634, -0.0066, -0.0069, -0.0311
O, -1.8879, -3.076, 20.8743, -0.0115, -0.019, -0.0482
O, 1.2687, 9.5441, 19.3638, -0.0157, 0.0049, -0.0287
O, 2.8271, 18.2353, 17.728, 0.0085, 0.0042, -0.0194
O, -0.3939, 21.0517, 17.2659, -0.0038, -0.0021, -0.0552
O, -0.9243, 0.1957, 19.729, 0.0043, -0.0095, -0.0402
O, 1.8793, 6.2963, 19.9415, -0.0106, -0.0073, -0.0436
O, 6.2457, 4.3045, 15.0669, 0.0079, -0.0114, -0.0285
O, -7.6701, 11.8887, 16.9972, 0.0044, -0.0032, -0.0219
O, 4.9353, 13.7592, 17.3333, 0.0057, -0.0135, -0.0346
O, 4.8789, 8.6738, 16.6751, 0.0085, 0.0077, -0.0271
O, -2.2997, -3.5652, 18.25, -0.0048, 0.0115, -0.0602
O, 5.4789, -8.2727, 23.8704, -0.0008, -0.0001, -0.0263
O, -3.7748, -15.2605, 16.1903, -0.0084, -0.008, -0.025
O, 3.5914, 13.4461, 19.5554, -0.0049, 0.0188, -0.0328
O, 2.2978, 6.2768, 22.4932, 0.0165, -0.0038, -0.0391
O, 9.8664, 3.8874, 17.4805, 0.0178, 0.0048, -0.048
O, 9.8322, 9.9159, 22.3115, -0.0044, 0.0046, -0.032
O, 2.6333, 2.8632, 14.2183, -0.0054, 0.0084, -0.0138
O, 7.0618, -4.5911, 20.3156, 0.0029, 0.0023, -0.0228
O, 5.2527, 7.187, 18.7849, -0.0078, 0.013, -0.0438
O, 13.9713, 8.3801, 20.93, 0.003, 0.008, -0.0211
O, 7.8146, 3.2897, 19.2508, 0.0093, 0.0079, -0.0316
O, 5.4772, 4.5099, 19.2869, -0.0073, -0.0071, -0.022
O, -0.0857, 1.3798, 21.9746, -0.0041, 0.0136, -0.034
O, 1.6467, -0.5447, 21.8232, 0.0187, -0.007, -0.0306
O, 3.5992, -0.067, 20.049, 0.002, 0.0011, -0.0195
O, -0.613, 2.8678, 19.8999, 0.001, 0.0196, -0.0314
O, -4.1792, 3.6125, 21.744, 0.0085, -0.006, -0.0465
O, 5.2022, -4.3076, 14.2538, -0.0209, 0.0114, -0.0343
O, -2.5915, 1.6148, 21.1594, 0.0011, 0.0039, -0.0128
O, 4.6575, 5.9474, 16.5977, 0.0092, -0.0121, -0.0358
H, 2.1711, 0.5015, 33.0988, -0.4126, 0.2553, -0.2025
H, 0.5367, 2.1541, 33.0988, 0.2732, -0.2751, -0.3025
H, 4.9108, 3.2594, 33.092, -0.2743, 0.3702, -0.2004
H, 3.2655, 4.901, 33.092, 0.3197, -0.2637, -0.3266
H, 2.1922, 5.9693, 33.1112, -0.3359, 0.2953, -0.2559
H, 0.5414, 7.6055, 33.1112, 0.3668, -0.1992, -0.2777
H, 4.9027, 8.6965, 33.0729, -0.259, 0.295, -0.2584
H, 3.2486, 10.3291, 33.0729, 0.3587, -0.2522, -0.298
H, 5.9743, 2.1793, 33.0936, 0.2393, -0.3518, -0.2844
H, 7.6214, 0.5392, 33.0936, -0.2757, 0.3099, -0.2685
H, 8.7013, 4.8936, 33.0881, 0.2829, -0.3404, -0.2783
H, 10.3412, 3.2463, 33.0881, -0.273, 0.3044, -0.2731
H, 7.6409, 5.9621, 33.0918, -0.2529, 0.414, -0.2212
H, 5.9954, 7.6037, 33.0918, 0.239, -0.2774, -0.3012
H, 10.3325, 8.6831, 33.0887, -0.3121, 0.2848, -0.26
H, 8.7018, 10.3395, 33.0887, 0.2886, -0.2827, -0.2986
H, 0.8085, 1.8757, 6.0004, -0.2921, 0.2871, 0.2979
H, -0.8224, 3.5319, 6.0004, 0.3014, -0.2992, 0.2632
H, 3.5376, -0.8271, 5.9893, -0.293, 0.2882, 0.3063
H, 1.875, 0.7971, 5.9893, 0.2465, -0.3981, 0.1921
H, -0.8337, 8.9734, 5.9916, 0.232, -0.3825, 0.2342
H, 0.818, 7.3382, 5.9916, -0.2763, 0.2926, 0.2608
H, 1.9064, 6.2599, 6.0295, 0.2509, -0.3266, 0.2629
H, 3.5536, 4.6201, 6.0295, -0.3054, 0.3004, 0.3098
H, 4.6167, 3.5598, 5.9819, 0.4213, -0.259, 0.174
H, 6.2474, 1.9034, 5.9819, -0.3212, 0.2315, 0.2841
H, 7.3358, 0.8195, 6.0108, 0.2859, -0.2915, 0.277
H, 8.9799, -0.8235, 6.0108, -0.2211, 0.3646, 0.2858
H, 6.263, 7.3407, 5.9784, -0.3564, 0.2034, 0.2936
H, 4.6199, 8.9847, 5.9784, 0.3439, -0.2782, 0.2483
H, 8.9819, 4.6124, 5.9986, -0.3091, 0.2773, 0.2795
H, 7.3446, 6.2622, 5.9986, 0.3304, -0.2835, 0.2361

Results
free energy: -113757.941 eV
free energy less fixed offsets of H -15.71, O -570.45, Si -639.56 eV per atom: 0.779 eV

The program warned: the cutoff lies below the one the program advises for these potential files; the forces do not sum to zero within the program's tolerance; empty levels may hold ghost states of the PAW files; the exchange-correlation potential is rough where the density is thin.
